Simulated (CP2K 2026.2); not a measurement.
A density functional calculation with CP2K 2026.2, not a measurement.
Periodic cell of 504 atoms, Si360O144, from a study of silicon, its oxide and their interface. The atomic structure is a simulated model.
Doubt: the forces sum to 2.33 eV/angstrom along one axis rather than to zero, so they err by at least 0.0046 eV/angstrom per atom on average; the grid cutoff is modest.

Settings
functional: PBE
method: Gaussian and plane waves
basis set: DZVP-MOLOPT-SR-GTH
pseudopotentials: GTH-PBE
grid cutoff: 350 Ry, relative cutoff 50 Ry
k points: Gamma only
occupations: fixed
spin: none
net charge: 0

Cell vectors (angstrom)
a 16.32 0 0
b 0 16.32 0
c -4.6002 -1.252 33.6058

Atoms and the computed forces on them: element, x, y, z (angstrom), force x, y, z (eV/angstrom)
Si 1.544 14.812 0.109 -0.151 0.116 0.717
Si 4.538 1.04 0.053 -0.32 0.183 0.801
Si -3.409 3.011 33.43 0.175 -0.184 0.684
Si 3.885 7.023 0.315 0.012 -0.109 0.745
Si -2.924 7.956 33.571 -0.203 0.266 0.776
Si 3.753 12.554 0.089 0.181 -0.141 0.75
Si 6.753 15.106 0.09 0.178 -0.248 0.751
Si 9.455 1.651 0.119 -0.041 -0.171 0.639
Si 7.102 3.737 0.058 -0.05 0.176 0.688
Si 9.287 7.103 0.077 0.088 -0.168 0.741
Si 2.405 8.029 33.547 -0.136 0.23 0.707
Si 9.736 12.092 0.184 -0.286 0.055 0.761
Si 12.31 14.568 0.137 0.033 0.256 0.632
Si 14.586 1.683 0.034 0.152 -0.211 0.755
Si 12.33 3.882 0.122 -0.042 0.261 0.708
Si 10.685 5.26 33.56 -0.143 0.063 0.744
Si 11.896 9.822 0.068 0.221 -0.198 0.779
Si 14.622 12.475 0.126 0.146 -0.03 0.7
Si 2.783 0.051 1.319 0.013 -0.006 -0.073
Si 5.554 2.638 1.426 0.013 0.002 -0.074
Si 2.669 5.356 1.362 -0.021 0.002 -0.039
Si 5.474 8.254 1.436 0.028 -0.002 -0.023
Si 2.667 10.89 1.327 0.006 -0.01 -0.05
Si 5.462 13.584 1.344 0.015 0.003 -0.056
Si 8.283 0.004 1.37 0 0.017 -0.058
Si 10.864 2.788 1.554 0.008 0.015 -0.045
Si 8.16 5.444 1.309 0.002 0.005 -0.018
Si 10.84 8.221 1.411 -0.014 0 -0.068
Si 8.105 10.866 1.328 0.008 -0.024 -0.072
Si 10.896 13.506 1.608 0 -0.019 -0.037
Si 13.493 -0.012 1.283 -0.009 0 -0.046
Si -0.003 2.747 1.23 -0.009 0.013 -0.06
Si 13.622 5.466 1.28 0.005 0.003 -0.055
Si 0.047 8.118 1.284 0.011 -0.013 -0.06
Si 13.54 10.859 1.403 -0.003 0.004 -0.065
Si -0.064 13.637 1.366 0.005 0.002 -0.041
Si 1.363 1.398 2.627 -0.014 -0.011 0
Si 4.099 4.028 2.679 0.027 0.015 -0.002
Si 1.349 6.765 2.729 -0.005 -0.001 0.031
Si 4.087 9.616 2.741 -0.035 -0.002 0.014
Si 1.285 12.222 2.699 0.011 0.014 0.021
Si 4.106 14.973 2.711 0.009 0.002 0.045
Si 6.894 1.306 2.794 -0.003 -0.021 0.041
Si 9.502 4.187 2.797 -0.013 0.006 0.023
Si 6.793 6.782 2.715 0.002 0 0.021
Si 9.473 9.554 2.768 -0.005 0.019 0.037
Si 6.774 12.215 2.714 0.005 0.01 0.015
Si 9.543 14.967 2.8 -0.018 0.018 0.019
Si 12.211 1.31 2.765 0.003 0.005 0.022
Si 14.969 4.09 2.67 0.003 -0.001 0.026
Si 12.266 6.828 2.666 -0.02 -0.019 0.001
Si 14.978 9.48 2.649 0.012 -0.01 0.013
Si 12.265 12.159 2.893 0.018 -0.013 0.048
Si 14.916 15.024 2.701 -0.006 0.016 0.002
Si 0.006 0.04 4.028 -0.011 0 0
Si 2.717 2.71 4.046 -0.006 0.002 0.001
Si -0.022 5.432 4.086 -0.01 0.015 -0.013
Si 2.733 8.165 4.044 0.001 -0.015 -0.01
Si -0.029 10.852 4.062 0.005 -0.002 0.016
Si 2.703 13.595 4.032 0.006 -0.01 -0.026
Si 5.462 -0.022 4.109 0.008 0.005 -0.01
Si 8.183 2.749 4.124 -0.008 -0.006 0
Si 5.423 5.424 4.057 0.005 0.003 0.011
Si 8.147 8.142 4.096 0.001 0.007 -0.023
Si 5.43 10.918 4.131 0.009 -0.015 0.004
Si 8.138 13.588 4.082 -0.006 -0.021 -0.001
Si 10.882 -0.007 4.163 0.013 0.005 0.011
Si 13.617 2.711 4.046 0.011 0.01 -0.011
Si 10.917 5.505 4.097 0 0.002 0.003
Si 13.615 8.158 4.051 -0.005 0.019 -0.002
Si 10.844 10.846 4.18 -0.007 -0.013 0.014
Si 13.626 13.622 4.118 -0.006 -0.001 -0.022
Si 1.375 14.974 16.329 -0.003 0.002 -0.016
Si 4.115 1.389 16.35 0.004 0.028 -0.012
Si 1.341 4.024 16.278 -0.008 0.008 -0.018
Si 4.09 6.814 16.28 -0.005 0.01 -0.014
Si 1.373 9.518 16.276 -0.001 0.002 -0.004
Si 4.108 12.301 16.342 0.037 0.005 -0.006
Si 6.828 14.998 16.408 -0.007 0.012 -0.006
Si 9.521 1.338 16.378 -0.013 0.001 0.001
Si 6.784 4.092 16.342 -0.016 0.019 -0.011
Si 9.486 6.794 16.306 0.009 -0.021 -0.01
Si 6.818 9.549 16.291 0.012 0.002 -0.005
Si 9.538 12.274 16.346 0.005 0 -0.007
Si 12.237 14.955 16.347 0.003 -0.008 -0.002
Si -1.37 1.341 16.345 -0.009 -0.014 -0.009
Si 12.221 3.987 16.308 0.008 -0.029 -0.011
Si -1.382 6.778 16.233 -0.003 0.006 -0.009
Si 12.214 9.534 16.296 -0.003 -0.009 -0.003
Si -1.377 12.251 16.278 0.006 -0.006 -0.013
Si 2.739 0.035 17.681 -0.002 -0.016 -0.018
Si 5.458 2.75 17.752 -0.005 -0.002 0.029
Si 2.694 5.424 17.557 -0.007 0.003 -0.019
Si 5.467 8.181 17.628 -0.024 -0.021 0.002
Si 2.745 10.888 17.623 -0.016 0.005 -0.001
Si 5.436 13.675 17.766 -0.011 -0.014 0.002
Si 8.195 0.018 17.821 -0.004 -0.005 0.004
Si 10.887 2.655 17.757 0.029 0.011 0.024
Si 8.133 5.453 17.702 -0.001 -0.006 -0.002
Si 10.848 8.161 17.633 -0.018 0.019 0.026
Si 8.178 10.895 17.667 0.001 -0.009 0.023
Si 10.883 13.629 17.749 0.005 0.007 -0.006
Si 13.587 -0.015 17.716 0.021 0.007 0.011
Si 0.009 2.679 17.707 0.028 0.01 0.004
Si 13.64 5.339 17.565 0.024 0.001 -0.021
Si -0.047 8.16 17.569 0.011 -0.017 0.012
Si 13.55 10.934 17.638 -0.002 0.026 0.002
Si 0.007 13.572 17.634 -0.002 0 -0.001
Si 1.396 1.343 19.085 -0.003 0.008 -0.006
Si 4.032 4.172 19.002 -0.017 0.006 -0.017
Si 1.256 6.708 18.859 -0.023 -0.008 -0.027
Si 4.095 9.52 18.963 0.012 0.019 0
Si 1.374 12.215 18.979 0.003 0.003 -0.028
Si 4.056 15.083 19.131 0.033 -0.028 -0.015
Si 6.837 1.418 19.173 -0.012 0.019 0.002
Si 9.479 4.054 19.04 -0.021 -0.014 -0.03
Si 6.812 6.886 19.05 0.032 0.004 -0.012
Si 9.525 9.537 19.05 -0.003 0.003 -0.033
Si 6.846 12.27 19.038 0.007 0.014 -0.01
Si 9.605 14.988 19.205 -0.014 0.026 0.006
Si 12.24 1.276 19.177 -0.01 -0.028 -0.046
Si -1.363 4.043 19.036 -0.022 0.018 -0.015
Si 12.235 6.679 18.811 -0.016 -0.016 -0.029
Si -1.384 9.562 18.901 0.026 -0.012 -0.029
Si 12.22 12.248 19.103 0.023 -0.032 -0.003
Si -1.334 14.915 19.003 -0.016 0.02 -0.021
Si 0.054 -0.098 20.383 0.008 -0.038 0.074
Si 2.677 2.825 20.401 -0.024 0.015 0.048
Si -0.033 5.41 20.388 0.002 -0.009 0.06
Si 2.608 8.113 20.089 -0.003 -0.016 0.05
Si -0.011 10.866 20.314 0.003 0.004 0.033
Si 2.648 13.624 20.365 -0.029 0.006 0.038
Si 5.415 0.14 20.561 -0.045 0.038 0.031
Si 8.218 2.774 20.58 -0.016 0.021 0.024
Si 5.376 5.594 20.348 -0.016 -0.025 0.05
Si 8.166 8.212 20.468 0.019 -0.014 0.058
Si 5.456 10.872 20.333 0.005 -0.018 0.078
Si 8.244 13.578 20.481 -0.011 -0.029 0.07
Si 10.969 -0.09 20.728 0.057 -0.002 0.077
Si -2.685 2.71 20.439 0.012 -0.011 0.056
Si 10.894 5.431 20.262 0.018 0.004 0.053
Si 13.569 8.07 20.052 0 0.015 0.028
Si 10.889 10.86 20.471 -0.024 -0.002 0.067
Si -2.672 13.575 20.417 0.014 0.004 0.069
Si 1.057 14.596 21.809 0.182 0.211 -0.724
Si 4.348 1.948 21.755 -0.069 -0.427 -0.742
Si 1.541 4.357 21.811 -0.361 -0.267 -0.682
Si 3.67 6.691 21.568 0.34 0.192 -0.756
Si 1.059 9.165 21.455 0.105 0.219 -0.742
Si 4.295 12.502 21.531 -0.214 -0.3 -0.71
Si 6.598 14.745 21.668 0.339 0.335 -0.666
Si 9.842 1.617 21.951 -0.24 -0.22 -0.714
Si 6.603 4.14 21.675 0.258 0.059 -0.717
Si 9.837 7.012 21.625 -0.237 -0.065 -0.771
Si 7.015 9.843 21.756 -0.061 -0.162 -0.744
Si 9.339 11.985 21.875 0.187 0.154 -0.699
Si 12.77 15.081 22 -0.525 -0.235 -0.653
Si -1.46 1.109 21.648 0.072 0.22 -0.75
Si 12.002 3.9 21.639 0.204 0.057 -0.759
Si -1.253 7.057 21.5 -0.076 -0.278 -0.708
Si 12.101 9.113 21.471 -0.075 0.242 -0.688
Si -1.148 12.356 21.689 -0.144 -0.144 -0.734
Si -2.527 5.322 23.688 0.034 0.004 -0.159
Si 4.144 12.313 28.479 -0.035 -0.099 0.004
Si 10.908 12.127 24.572 -0.093 0.078 -0.179
Si 7.08 12.859 27.674 0.038 -0.048 -0.03
Si 0.181 5.673 27.219 -0.111 -0.042 -0.024
Si -0.703 10.707 30.696 0.029 0.045 0.098
Si 7.322 8.094 25.884 0.084 -0.05 0.023
Si 5.414 9.72 24.428 0.095 -0.039 -0.198
Si -1.051 12.571 26.714 -0.034 0.066 -0.061
Si 4.972 4.341 28.79 -0.034 0.009 0.07
Si 9.924 0.97 24.982 -0.073 0.023 -0.069
Si 2.806 8.579 23.763 -0.047 -0.204 -0.196
Si -1.892 2.41 30.65 -0.045 -0.002 0.23
Si 2.003 4.308 29.256 0.041 0.033 -0.128
Si 6.033 7.169 28.396 -0.009 0.022 0.061
Si 1.407 -0.705 24.771 -0.1 -0.177 -0.175
Si 8.189 1.161 29.205 -0.053 -0.089 0.092
Si -1.451 9.641 26.408 0.007 -0.023 0.045
Si 1.419 8.304 26.392 -0.005 -0.07 -0.045
Si 8.135 5.718 23.903 0.004 0.125 -0.116
Si 12.504 5.166 26.373 -0.05 -0.063 0.001
Si -3.217 8.822 30.533 0.049 -0.128 0.11
Si 3.523 12.173 31.497 -0.025 -0.04 0.049
Si 9.73 3.716 28.761 0.054 -0.02 0.033
Si -0.176 0.034 30.58 0.025 0.054 0.137
Si -3.454 0.612 25.9 -0.065 0.047 0.079
Si 0.65 4.061 31.65 -0.009 -0.115 0.133
Si 7.765 8.163 30.603 0.014 0.115 0.077
Si 7.903 -0.579 26.657 0.115 -0.111 0.008
Si 4.398 12.357 24.515 0.005 0.068 -0.124
Si 6.459 4.393 31.515 0.01 -0.017 0.122
Si 9.649 3.968 25.927 0.095 -0.05 -0.015
Si -2.53 7.151 28.037 0.137 -0.005 0.011
Si 5.889 15.134 24.432 0.125 -0.103 -0.087
Si 0.008 3.993 24.539 0.048 0.106 -0.023
Si -2.77 10.562 23.701 0.053 0.081 -0.057
Si 4.411 1.553 27.36 -0.059 0 0.045
Si 5.416 0.223 29.644 -0.076 -0.009 0.011
Si 8.551 10.901 29.332 -0.082 -0.072 -0.04
Si 3.634 9.21 28.331 -0.009 0.034 0.1
Si -1.371 13.638 29.567 -0.079 -0.108 0.072
Si -3.302 14.053 25.092 0.074 0.058 -0.144
Si 1.931 9.565 30.837 0.031 -0.091 0.1
Si 8.751 10.715 26.401 -0.123 0.062 0.033
Si 2.561 1.226 29.455 0.033 -0.175 -0.012
Si 3.793 0.989 24.501 0.05 -0.008 -0.031
Si 6.652 15.046 31.661 -0.042 0.029 0.067
Si -0.747 1.282 24.588 0.067 -0.108 -0.039
Si 2.037 13.007 26.384 -0.041 0.01 -0.017
Si 9.756 -0.74 30.937 0.041 -0.051 0.072
Si 11.076 10.865 30.944 0.007 -0.098 0.037
Si -4.126 13.712 30.905 -0.088 0.084 0.104
Si 9.259 5.822 30.848 -0.028 -0.042 0.128
Si -3.655 2.735 28.085 0.088 -0.006 -0.004
Si 1.354 14.971 5.392 -0.001 -0.009 0.005
Si 4.075 1.355 5.422 0.004 0.003 0.012
Si 1.366 4.076 5.422 0.005 0.011 0.002
Si 4.078 6.801 5.419 -0.011 0.011 0.008
Si 1.357 9.508 5.415 0.003 -0.005 0.004
Si 4.053 12.272 5.45 0.009 0.019 0.009
Si 6.796 14.937 5.468 -0.001 0.011 0.012
Si 9.531 1.382 5.483 -0.017 -0.003 0.012
Si 6.781 4.084 5.448 0.006 0.013 0.002
Si 9.535 6.825 5.465 0.008 0.002 0.005
Si 6.787 9.514 5.45 -0.001 -0.003 0.008
Si 9.496 12.25 5.477 0 0.006 0.011
Si 12.252 14.951 5.487 0.003 -0.011 0.015
Si 14.98 1.378 5.424 -0.003 -0.017 0.012
Si 12.256 4.082 5.417 0.009 -0.004 -0.002
Si 14.95 6.797 5.438 -0.005 -0.006 0.009
Si 12.25 9.485 5.462 0 -0.005 0.015
Si 14.974 12.234 5.447 -0.007 -0.004 0.014
Si 2.714 -0.005 6.779 0.005 -0.003 -0.005
Si 5.422 2.72 6.798 -0.003 0.008 0.003
Si 2.718 5.443 6.785 -0.003 0.008 0
Si 5.429 8.154 6.801 0.008 -0.015 0.004
Si 2.707 10.878 6.787 -0.001 -0.005 -0.006
Si 5.423 13.602 6.825 -0.003 -0.005 0.004
Si 8.156 0.001 6.81 0 0 -0.001
Si 10.903 2.739 6.812 0.006 0.002 0
Si 8.161 5.444 6.796 0.002 0 -0.004
Si 10.89 8.155 6.841 0.007 -0.001 0.005
Si 8.142 10.875 6.82 0.001 0 -0.003
Si 10.874 13.599 6.829 -0.006 0.007 0.009
Si 13.625 0.013 6.802 0.006 0.003 -0.001
Si 0.013 2.723 6.798 -0.001 0.004 -0.003
Si 13.599 5.435 6.8 -0.003 0.007 0.001
Si -0.002 8.159 6.789 0 -0.002 0.002
Si 13.6 10.878 6.801 -0.017 0.003 -0.005
Si 0.019 13.604 6.786 0.003 -0.006 -0.004
Si 1.366 1.355 8.153 -0.002 0.002 -0.006
Si 4.073 4.086 8.157 -0.003 0.003 -0.005
Si 1.356 6.799 8.151 -0.001 0 0
Si 4.07 9.523 8.154 -0.006 -0.001 -0.005
Si 1.365 12.243 8.157 0.01 0.004 -0.002
Si 4.069 14.973 8.165 0.007 -0.003 0.003
Si 6.789 1.363 8.158 -0.004 -0.008 -0.001
Si 9.521 4.086 8.161 0 0.001 -0.001
Si 6.8 6.802 8.159 0 0.01 -0.002
Si 9.519 9.526 8.176 0.014 0.006 -0.002
Si 6.784 12.238 8.176 -0.006 -0.004 -0.005
Si 9.517 14.969 8.175 0.006 0.002 -0.001
Si 12.257 1.367 8.163 0.004 0.005 0.001
Si 14.966 4.08 8.156 -0.002 0.007 -0.003
Si 12.244 6.782 8.18 -0.017 -0.009 -0.001
Si 14.964 9.519 8.159 0 0.001 -0.014
Si 12.239 12.23 8.169 0.004 -0.012 0.002
Si 14.976 14.958 8.154 -0.007 0.001 -0.003
Si 0.01 -0.003 9.519 0.004 -0.006 -0.001
Si 2.722 2.717 9.516 0.004 0.004 0.002
Si 0.001 5.439 9.518 -0.003 0.002 -0.004
Si 2.713 8.162 9.513 -0.001 -0.002 -0.007
Si 0.001 10.885 9.517 -0.006 0.003 -0.005
Si 2.721 13.602 9.521 0.007 -0.007 -0.003
Si 5.435 0.007 9.524 -0.012 0.004 0.002
Si 8.159 2.718 9.515 0.004 0.003 -0.003
Si 5.442 5.44 9.517 0.006 0.003 -0.003
Si 8.155 8.162 9.526 0.002 -0.005 -0.007
Si 5.427 10.88 9.528 0.002 -0.005 0.005
Si 8.152 13.606 9.526 -0.001 -0.001 -0.005
Si 10.886 0.009 9.521 0 0.002 0.002
Si 13.609 2.723 9.525 0.007 0.001 -0.004
Si 10.875 5.434 9.534 0.009 0.005 0.006
Si 13.605 8.157 9.522 -0.001 -0.001 -0.004
Si 10.878 10.881 9.535 -0.009 0.006 0.003
Si 13.605 13.601 9.512 -0.012 -0.005 -0.003
Si 1.368 14.96 10.885 0.005 -0.012 0.001
Si 4.082 1.365 10.886 0.008 0.004 0.004
Si 1.36 4.074 10.874 -0.007 0.003 -0.003
Si 4.081 6.806 10.871 -0.003 0.006 -0.004
Si 1.36 9.525 10.878 0.003 -0.006 0.002
Si 4.083 12.253 10.888 -0.008 0.006 0.003
Si 6.799 14.972 10.886 -0.005 -0.003 -0.003
Si 9.52 1.362 10.881 0 0.002 0
Si 6.801 4.076 10.878 -0.003 0.002 -0.001
Si 9.512 6.798 10.885 -0.003 0.007 -0.002
Si 6.797 9.528 10.883 0.001 -0.003 0
Si 9.515 12.248 10.884 0.01 -0.003 0.003
Si 12.24 14.958 10.872 0.011 -0.001 -0.003
Si -1.354 1.354 10.876 -0.01 0.006 0.005
Si 12.234 4.069 10.887 -0.012 0.003 -0.001
Si -1.361 6.794 10.881 0.007 0.001 -0.005
Si 12.24 9.514 10.884 0.001 -0.006 0.002
Si -1.357 12.245 10.877 0.003 -0.004 0.002
Si 2.732 -0.003 12.246 -0.009 -0.002 -0.002
Si 5.451 2.716 12.247 -0.008 0.003 0.004
Si 2.728 5.435 12.222 0.004 -0.001 -0.008
Si 5.436 8.169 12.236 0.002 -0.001 -0.002
Si 2.717 10.894 12.238 0.006 -0.001 0
Si 5.446 13.616 12.251 0.004 -0.006 0.001
Si 8.162 0.008 12.25 0.001 0 0.005
Si 10.875 2.711 12.253 0.012 0.003 0.007
Si 8.159 5.43 12.243 0.001 0.005 0.003
Si 10.87 8.159 12.242 -0.001 -0.01 0.004
Si 8.154 10.895 12.245 -0.004 0.004 0.003
Si 10.872 13.611 12.24 -0.006 -0.005 0.002
Si 13.599 -0.006 12.229 -0.006 -0.007 -0.001
Si 0.005 2.709 12.236 0.01 0.004 0.009
Si 13.591 5.434 12.238 0.001 0.005 -0.001
Si 0.001 8.156 12.233 -0.008 -0.001 0.002
Si 13.599 10.885 12.233 0.001 0.002 0.003
Si 0.002 13.605 12.242 -0.006 0.007 0.005
Si 1.364 1.346 13.6 0.006 -0.004 0.009
Si 4.08 4.077 13.59 0.001 0.01 0
Si 1.372 6.792 13.579 0.004 -0.006 -0.001
Si 4.092 9.55 13.593 -0.007 -0.003 0.004
Si 1.365 12.254 13.605 0.003 -0.002 0.009
Si 4.104 14.982 13.622 -0.002 -0.005 0.003
Si 6.814 1.368 13.623 -0.009 0.004 0.002
Si 9.511 4.066 13.616 0.005 0.005 0.005
Si 6.793 6.798 13.585 -0.008 0.002 0.002
Si 9.515 9.533 13.596 0.006 -0.006 0
Si 6.812 12.27 13.615 -0.003 0.001 0.006
Si 9.514 14.965 13.615 0.007 0.004 0.01
Si 12.23 1.329 13.599 0.01 -0.008 -0.004
Si -1.372 4.06 13.584 -0.004 0.003 0.007
Si 12.215 6.782 13.597 -0.008 0.01 0.001
Si -1.366 9.517 13.585 0.006 -0.007 -0.001
Si 12.237 12.251 13.588 0.002 -0.002 0.003
Si -1.359 14.969 13.596 -0.006 0.003 0.002
Si -0.002 -0.002 14.971 -0.003 0.001 0.001
Si 2.739 2.697 14.947 -0.009 -0.003 -0.01
Si 0.006 5.416 14.918 -0.002 -0.003 0
Si 2.735 8.169 14.922 0.009 -0.001 -0.012
Si -0.006 10.88 14.94 -0.012 -0.003 0
Si 2.734 13.623 14.964 -0.003 -0.005 0.001
Si 5.472 0.015 15.003 0.013 0.001 0.008
Si 8.166 2.716 15.008 0 -0.004 0.003
Si 5.442 5.434 14.946 -0.006 -0.004 -0.002
Si 8.15 8.161 14.935 -0.008 0.001 0.003
Si 5.446 10.921 14.965 -0.005 0.006 -0.008
Si 8.158 13.629 15.003 -0.002 -0.006 0.004
Si 10.869 -0.01 14.987 0.009 0.001 0.008
Si 13.601 2.676 14.943 -0.01 0.006 0.004
Si 10.871 5.413 14.979 -0.002 0.003 0.012
Si 13.567 8.163 14.928 0.008 0.001 -0.009
Si 10.869 10.909 14.951 0 0.006 0.008
Si 13.587 13.62 14.946 0 0 -0.012
O -1.78 11.631 23.002 -0.056 0.2 0.574
O 1.856 9.495 22.83 0.167 0.693 0.344
O -0.644 1.543 22.989 0.365 0.151 0.056
O 10.029 12.551 23.258 -0.028 0.514 0.256
O 1.662 3.017 32.371 0.154 0.051 -0.242
O 9.324 6.294 22.985 0.415 -0.209 0.515
O 9.134 10.353 27.927 0.311 -0.45 -0.034
O 0.906 4.519 28.091 -0.056 -0.464 -0.128
O -3.154 -0.965 26.028 0.355 -0.194 0.439
O 5.876 -0.142 32.553 0.251 0.244 -0.177
O 1.305 0.354 29.977 0.182 -0.339 -0.009
O 6.22 9.316 23.078 -0.177 -0.243 0.198
O 6.651 13.682 32.529 -0.299 -0.442 -0.024
O 11.789 4.15 33.041 -0.001 -0.101 -0.287
O 8.892 12.305 33.193 0.024 -0.124 -0.619
O 4.698 11.589 32.423 0.309 0.192 -0.291
O -2.28 8.528 27.224 -0.267 -0.045 -0.127
O 10.94 2.802 22.225 0.042 0.198 0.355
O 6.212 9.723 33.299 0.103 0.044 -0.335
O 8.837 1.533 33.233 0.021 0.055 -0.22
O 2.892 1.197 27.854 -0.329 -0.322 -0.594
O -2.752 2.396 32.051 -0.191 -0.476 -0.283
O 13.177 9.419 22.644 0.365 -0.184 0.215
O 3.574 1.884 23.192 -0.582 0.122 0.136
O -0.126 8.15 21.937 -0.024 0.045 0.536
O -1.773 6.836 33.283 0.202 -0.034 -0.552
O 2.966 8.931 29.781 0.326 -0.572 -0.027
O 12.145 11.233 24.081 0.043 0.057 -0.147
O 2.727 5.446 21.986 0.085 -0.028 0.145
O 3.968 0.772 30.195 -0.142 -0.191 0.471
O 5.455 5.327 32.359 -0.226 0.245 -0.169
O 6.46 7.482 29.927 -0.613 -0.335 0.343
O 6.996 5.075 22.958 -0.405 0.344 0.099
O -3.387 8.387 32.079 -0.23 0.193 -0.068
O 1.809 8.595 32.134 -0.353 -0.315 -0.369
O 5.458 12.98 27.773 -0.073 0.459 -0.417
O 0.992 14.92 33.312 -0.156 -0.139 -0.183
O 8.358 9.321 25.678 0.453 -0.023 -0.447
O 6.887 3.122 32.418 -0.36 -0.208 -0.423
O -2.275 1.318 25.067 -0.159 0.33 -0.179
O 10.529 -0.063 32.186 0.7 -0.121 -0.075
O 8.154 10.915 22.278 0.083 -0.122 0.489
O 1.848 14.527 25.866 0.033 0.166 0.311
O 4.27 10.703 28.292 0.489 -0.177 -0.318
O 6.777 1.061 30.015 -0.055 0.539 0.405
O 10.086 5.96 32.223 0.06 0.271 -0.232
O -3.684 14.249 32.374 0.137 0.73 0.022
O 2.429 11.014 31.328 -0.305 -0.049 0.172
O -1.958 6.592 22.89 -0.019 0.375 0.435
O 10.972 8.098 22.088 0.096 0.045 0.339
O 9.068 7.288 30.181 0.257 0.197 -0.276
O 7.742 8.025 32.213 0.25 -0.247 -0.205
O 0.095 5.094 32.715 0.367 -0.107 0.023
O -0.068 13.472 22.216 -0.02 -0.25 0.548
O 3.795 12.137 23.028 -0.264 -0.103 0.056
O 1.123 4.064 23.366 0.476 -0.209 0.306
O 3.082 12.226 25.438 -0.254 -0.405 0.125
O 11.72 9.598 30.172 -0.313 -0.254 -0.297
O 3.451 4.893 28.885 -0.146 0.238 -0.219
O 9.105 4.334 27.403 -0.734 0.389 -0.065
O 2.345 0.566 25.014 -0.15 0.543 0.576
O -1.947 12.439 33.264 0.153 0.097 -0.425
O 7.802 5.19 31.14 -0.002 0.307 0.133
O -0.585 3.323 30.915 0.114 0.23 -0.439
O 3.76 7.531 22.967 0.238 0.102 0.307
O 3.677 1.426 33.165 0.145 -0.17 -0.346
O -2.05 9.911 30.383 0.111 0.265 -0.532
O 9.994 11.303 25.588 0.261 -0.284 0.049
O 9.405 1.084 23.441 -0.52 -0.287 0.226
O -0.861 12.225 30.176 0.157 0.05 0.178
O 2.759 12.917 27.845 -0.427 0.057 0.211
O 3.822 9.614 24.406 -0.371 0.614 0.461
O -2.841 2.944 29.459 -0.123 0.392 0.114
O -1.405 4.174 23.767 -0.08 -0.39 -0.137
O -2.069 9.843 24.939 0.259 -0.033 -0.065
O 9.202 -0.292 25.713 0.391 -0.286 0.118
O 11.521 0.748 25.015 0.249 0.226 -0.178
O 2.816 13.401 32.275 -0.115 0.462 -0.191
O 2.523 9.171 27.169 -0.043 0.495 -0.232
O 10.668 10.439 32.453 0.373 -0.564 0.159
O 3.543 6.909 33.17 -0.111 0.144 -0.373
O 0.526 12.411 26.327 0.113 -0.254 -0.088
O 7.584 11.849 26.495 -0.156 0.063 -0.178
O 12.487 6.347 27.483 -0.668 0.384 0.176
O 9.78 11.427 30.2 0.095 0.699 -0.049
O -2.025 13.108 25.505 0.112 -0.214 -0.392
O 12.51 4.71 22.947 -0.336 0.054 0.156
O -3.136 3.843 27.021 0.662 -0.124 0.032
O -1.358 1 30.032 -0.425 -0.129 -0.718
O -2.594 0.062 22.169 -0.159 0.101 0.061
O 10.778 14.397 30.471 -0.027 0.038 -0.597
O 1.641 15.098 23.248 0.525 0.163 0.223
O 5.452 13.605 21.812 -0.129 0.085 -0.08
O -0.356 10.691 32.278 0.58 -0.195 0.12
O 7.93 0.651 27.699 -0.045 0.399 -0.195
O 7.608 6.901 24.851 -0.07 -0.026 0.051
O 11.076 4.717 25.784 0.071 0.293 -0.111
O 11.574 13.358 25.386 -0.349 -0.029 0.395
O 1.94 7.872 24.92 -0.149 -0.387 0.055
O -3.528 1.28 27.376 0.165 -0.389 0.466
O -0.111 -0.165 24.966 -0.231 -0.286 0.033
O -0.321 0.369 32.166 -0.149 0.335 -0.156
O -2.882 7.563 29.571 0.23 -0.314 0.299
O 6.981 15.062 23.232 0.57 0.034 0.238
O 2.174 2.765 29.687 -0.231 0.022 0.205
O 7.814 14.302 27.431 0.195 -0.123 0.093
O 1.148 6.961 27.234 0.159 0.121 0.207
O -2.93 13.987 29.857 -0.092 0.427 -0.468
O -2.935 5.774 25.17 0.127 0.498 0.307
O 11.101 2.952 28.412 -0.197 -0.392 0.179
O 12.904 14.388 23.49 0.095 -0.119 0.083
O 4.721 8.05 28.085 0.091 -0.115 -0.117
O 0.077 9.175 26.256 -0.028 0.139 -0.163
O 5.871 8.711 25.579 -0.559 0.001 0.187
O 7.824 9.7 30.127 -0.263 0.087 -0.009
O 9.456 0.292 29.739 0.278 0.053 -0.205
O 5.639 3.939 30.206 -0.014 -0.272 -0.127
O 1.443 4.997 30.599 -0.073 0.511 0.179
O 8.666 4.509 24.799 -0.096 -0.296 -0.232
O 5.587 11.283 24.768 0.636 0.305 0.258
O 4.957 2.981 27.913 0.019 -0.102 -0.098
O 10.053 4.865 29.833 0.317 -0.105 0.056
O -1.539 11.082 27.152 -0.123 -0.106 0.312
O 5.173 13.743 24.786 0.166 0.031 0.218
O -0.476 14.816 30.216 0.278 -0.18 -0.153
O -1.242 6.154 27.86 -0.126 -0.121 0.043
O 9.676 2.362 25.765 -0.277 -0.048 0.146
O 5.561 2.975 22.136 0.003 0.144 0.431
O 0.526 9.847 30.066 -0.003 -0.23 -0.461
O 6.608 -0.537 25.703 -0.409 0.371 0.364
O 7.259 7.583 27.412 0.474 -0.231 0.117
O 7.571 12.165 29.067 0.017 0.4 0.305
O -1.173 13.582 27.966 -0.139 0.402 -0.17
O 5.8 15.072 30.26 -0.187 -0.37 -0.118
O 8.257 -1.133 31.424 0.124 -0.227 0.01
O -4.227 12.106 31.018 0.243 -0.157 -0.125
O 5.265 0.322 28.025 0.165 -0.482 -0.597
O 4.53 1.667 25.764 0.533 0.462 -0.077
O 0.086 5.124 25.693 -0.02 0.281 -0.108
O 5.792 5.583 28.159 0.282 -0.124 -0.2
O 8.625 2.7 29.337 -0.154 0.285 0.157
O 4.682 -0.234 23.964 0.056 0.023 -0.271
O 0.048 2.533 25.243 0.196 -0.02 0.404
O 4.091 12.642 30.066 0.313 0.443 0.053

Results
total energy: -101654.325 eV
total energy less fixed offsets of O -438.35, Si -107.03 eV per atom: -1.125 eV
